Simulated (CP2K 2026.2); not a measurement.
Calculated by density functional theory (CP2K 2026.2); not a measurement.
Periodic cell of 504 atoms, Si360O144, from a study of silicon, its oxide and their interface. The atomic structure is a simulated model.
Doubt: the forces sum to 2.26 eV/angstrom along one axis rather than to zero, so they err by at least 0.0045 eV/angstrom per atom on average; the grid cutoff is modest.

Settings: functional PBE; method Gaussian and plane waves; basis set DZVP-MOLOPT-SR-GTH; pseudopotentials GTH-PBE; grid cutoff 350 Ry, relative cutoff 50 Ry; k points Gamma only; occupations fixed; spin none; net charge 0.

Cell vectors (angstrom)
a 16.32 0 0
b 0 16.32 0
c -6.0475 -7.983 33.5925

Atoms and the computed forces on them: element, x, y, z (angstrom), force x, y, z (eV/angstrom)
Si 1.668 14.713 0.037 -0.148 0.03 0.801
Si 4.338 0.995 0.104 -0.128 0.17 0.77
Si -4.926 -3.639 33.575 0.166 -0.263 0.722
Si 4.223 6.549 0.062 -0.071 0.209 0.791
Si 1.094 9.835 0.092 0.103 -0.099 0.785
Si -2.203 4.48 33.573 0.146 -0.091 0.743
Si 6.614 15.145 0.129 0.129 -0.093 0.713
Si 9.849 1.087 0.019 -0.196 0.26 0.768
Si 0.36 -3.685 33.582 0.202 -0.078 0.784
Si 9.284 7.051 0.049 0.027 -0.193 0.788
Si 1.044 1.304 33.58 -0.187 0.111 0.808
Si 9.837 11.921 0.131 -0.32 0.327 0.658
Si 12.071 15.225 0.229 0.021 -0.214 0.75
Si 14.644 1.565 0.159 0.203 0.04 0.741
Si 12.57 3.881 0.028 -0.211 0.119 0.808
Si 9.264 -1.255 33.561 -0.364 0.159 0.64
Si 12.084 9.629 0.333 0.173 -0.148 0.668
Si 15.137 11.973 0.025 -0.1 0.169 0.745
Si 2.77 -0.093 1.439 -0.035 0.004 -0.045
Si 5.379 2.699 1.358 0.016 -0.01 -0.042
Si 2.693 5.4 1.39 0.005 -0.016 -0.033
Si 5.44 8.167 1.268 0.013 -0.023 -0.039
Si 2.696 10.956 1.364 -0.017 0.026 -0.049
Si 5.412 13.577 1.372 -0.015 -0.002 -0.053
Si 8.214 0.012 1.349 0.039 -0.001 -0.065
Si 10.924 2.745 1.313 0.018 -0.017 -0.062
Si 8.087 5.423 1.254 -0.024 0.005 -0.056
Si 10.816 8.1 1.497 -0.057 -0.058 -0.036
Si 8.174 10.842 1.377 -0.016 -0.023 -0.048
Si 10.884 13.598 1.407 -0.018 0.01 -0.017
Si 13.549 0.079 1.563 0.006 -0.005 -0.026
Si 0.013 2.728 1.305 -0.023 0.018 -0.048
Si 13.674 5.528 1.267 0.052 -0.016 -0.049
Si 0.042 8.217 1.427 -0.002 0.015 -0.044
Si 13.678 10.852 1.486 0.019 0.006 -0.03
Si -0.006 13.598 1.284 0.008 -0.022 -0.035
Si 1.364 1.346 2.676 -0.003 -0.003 -0.012
Si 4.022 4.02 2.747 0.011 0.009 0.02
Si 1.405 6.829 2.745 0.002 0.013 0.022
Si 4.089 9.54 2.647 -0.013 -0.013 -0.025
Si 1.33 12.278 2.747 -0.002 0.025 0.031
Si 4.113 14.913 2.817 -0.006 -0.018 0.036
Si 6.838 1.393 2.69 -0.025 -0.022 0.031
Si 9.5 4.092 2.626 -0.002 0.006 -0.01
Si 6.768 6.793 2.681 -0.004 0.001 0.032
Si 9.503 9.52 2.814 -0.003 0.025 0.049
Si 6.795 12.218 2.696 0.014 0.002 -0.003
Si 9.502 14.945 2.752 0.017 0.017 0.019
Si 12.183 1.44 2.842 -0.017 0.035 0.034
Si 15.002 4.139 2.687 -0.014 0.002 0.039
Si 12.259 6.745 2.721 0.027 0.001 0.005
Si 14.98 9.481 2.833 -0.004 -0.009 0.039
Si 12.283 12.263 2.762 -0.008 -0.013 0.041
Si 14.99 14.96 2.713 0.004 -0.03 0
Si 0.017 0.003 4.068 0.005 0.011 0.004
Si 2.687 2.677 4.102 0.004 0.009 0.01
Si 0.023 5.466 4.087 -0.013 -0.026 -0.019
Si 2.767 8.191 4.071 -0.006 -0.009 0.003
Si 0.018 10.885 4.13 0.027 0.016 -0.029
Si 2.706 13.591 4.138 -0.015 -0.01 -0.017
Si 5.488 0.014 4.081 -0.017 -0.003 -0.019
Si 8.178 2.746 4.055 0.002 -0.007 -0.011
Si 5.415 5.426 4.052 0.012 0.012 -0.019
Si 8.12 8.134 4.099 -0.006 -0.02 -0.033
Si 5.437 10.864 4.057 -0.014 0.018 -0.008
Si 8.138 13.582 4.086 0.016 0.009 -0.002
Si 10.846 0.005 4.126 0.004 0 -0.012
Si 13.623 2.794 4.098 0.002 0.012 -0.043
Si 10.871 5.404 4.05 -0.028 -0.008 -0.01
Si 13.578 8.12 4.119 0.016 0.02 -0.015
Si 10.902 10.895 4.111 -0.007 -0.009 -0.005
Si 13.632 13.622 4.108 -0.006 -0.007 -0.02
Si 1.364 -1.344 16.317 0.004 0.012 0.004
Si 4.103 1.369 16.305 0 0 -0.001
Si 1.392 4.108 16.329 0.022 0.012 0
Si 4.069 6.767 16.364 -0.013 -0.005 -0.001
Si 1.369 9.513 16.328 0.004 -0.006 0.006
Si 4.074 12.215 16.334 -0.008 -0.014 0.005
Si 6.812 -1.368 16.324 0.001 -0.005 0.011
Si 9.523 1.376 16.296 -0.008 0.008 0.011
Si 6.776 4.087 16.316 0 -0.011 -0.006
Si 9.496 6.812 16.319 -0.003 -0.012 0.009
Si 6.778 9.491 16.338 -0.006 -0.001 0.006
Si 9.492 12.218 16.283 0 -0.008 -0.006
Si 12.258 -1.348 16.237 0.007 0.001 -0.01
Si -1.329 1.366 16.315 -0.014 0.004 0.006
Si 12.23 4.075 16.295 0.013 0 -0.014
Si -1.363 6.805 16.316 0 0.007 0.01
Si 12.224 9.55 16.3 -0.008 0.015 -0.003
Si -1.368 12.233 16.298 -0.009 0.002 0.007
Si 2.767 0.004 17.656 -0.009 0.008 0.005
Si 5.417 2.745 17.696 0.013 -0.018 0.014
Si 2.732 5.416 17.78 0.013 -0.006 0.013
Si 5.433 8.117 17.714 0 -0.001 0.028
Si 2.711 10.863 17.715 0.031 0.002 0.036
Si 5.478 -2.776 17.673 0.002 0.003 0.001
Si 8.152 0.044 17.661 0.018 0.007 0.031
Si 10.907 2.699 17.67 -0.004 0.02 0.015
Si 8.142 5.429 17.669 -0.005 0.018 0.018
Si 10.822 8.236 17.65 -0.01 0.005 -0.011
Si 8.139 10.862 17.679 0.017 0.021 0.007
Si 10.881 -2.706 17.544 0 -0.008 -0.009
Si -2.718 -0.009 17.627 -0.01 -0.018 0.016
Si 0.048 2.741 17.659 0.007 -0.014 0.049
Si -2.756 5.451 17.644 -0.013 -0.022 0.005
Si 0.008 8.154 17.68 -0.02 0.014 0.013
Si -2.717 10.875 17.674 -0.009 -0.002 0.042
Si -0.028 -2.705 17.643 0.021 -0.01 -0.002
Si 1.484 1.428 19.016 0.031 0.022 -0.033
Si 4.111 4.049 19.176 -0.025 0.015 0.03
Si 1.324 6.796 19.086 0.013 -0.006 0.009
Si 4.074 9.472 19.081 -0.009 -0.002 -0.04
Si 1.306 -4.055 19.011 0.003 -0.032 -0.033
Si 4.122 -1.403 18.982 -0.004 0.006 -0.014
Si 6.783 1.407 19.044 0.025 -0.001 -0.032
Si 9.529 4.072 18.99 0.008 -0.012 -0.038
Si 6.801 6.753 19.089 -0.011 0.014 -0.041
Si 9.466 9.542 19.095 0.028 -0.031 0.012
Si 6.819 -4.127 19.084 -0.042 0 -0.02
Si 9.576 -1.342 18.908 0.022 0.014 -0.039
Si 12.263 1.308 19.025 -0.041 0.023 -0.012
Si -1.4 4.058 18.972 -0.011 0.028 -0.015
Si 12.196 6.883 18.939 0.022 0.004 -0.024
Si -1.345 9.503 19.048 -0.024 0.04 -0.031
Si 12.199 -4.029 18.936 0.019 0.013 -0.028
Si -1.377 -1.343 19.008 -0.006 -0.024 -0.003
Si 0.063 0.049 20.231 -0.027 -0.014 0.048
Si 2.804 2.685 20.607 -0.035 -0.006 0.072
Si -0.091 5.421 20.367 -0.021 -0.019 0.057
Si 2.663 8.14 20.476 0.045 0.011 0.044
Si -0.057 10.943 20.415 -0.05 0 0.053
Si 2.726 -2.731 20.324 -0.019 0.031 0.035
Si 5.467 -0.05 20.351 0.031 0.014 0.055
Si 8.205 2.733 20.399 -0.007 -0.013 0.035
Si 5.504 5.385 20.544 0.021 0.002 0.048
Si 8.13 8.134 20.472 0.015 -0.001 0.046
Si 5.489 10.789 20.468 0.033 -0.054 0.064
Si 8.255 -2.685 20.265 0.015 -0.013 0.06
Si 10.912 -0.067 20.372 0.005 -0.033 0.025
Si -2.687 2.642 20.365 0.026 -0.041 0.034
Si 10.824 5.555 20.265 -0.058 -0.005 0.028
Si -2.756 8.146 20.365 0.039 -0.01 0.051
Si 10.845 10.985 20.348 -0.008 0.021 0.039
Si -2.799 -2.676 20.337 -0.024 0.025 0.051
Si 1.562 -1.117 21.555 -0.059 -0.185 -0.776
Si 3.954 0.922 21.846 0.139 0.395 -0.713
Si 1.048 3.875 21.692 0.255 0.008 -0.856
Si 4.237 6.938 21.776 -0.184 -0.138 -0.794
Si 1.52 9.819 21.711 -0.166 -0.265 -0.689
Si 3.838 -4.354 21.591 0.125 0.111 -0.786
Si 7.121 -1.16 21.584 -0.115 -0.033 -0.744
Si 9.315 1.066 21.624 0.122 0.151 -0.806
Si 7.199 4.286 21.848 -0.204 -0.067 -0.715
Si 9.336 6.618 21.796 0.183 0.147 -0.725
Si 6.516 9.129 21.872 0.14 0.301 -0.734
Si 9.77 -3.721 21.703 -0.003 -0.147 -0.694
Si 12.051 -1.566 21.818 0.163 0.2 -0.677
Si -1.009 1.537 21.655 -0.252 -0.017 -0.678
Si 12.347 4.28 21.408 -0.041 -0.216 -0.75
Si -1.753 6.469 21.7 0.3 0.298 -0.741
Si 12.415 9.798 21.563 -0.058 -0.161 -0.782
Si -1.746 -4.261 21.652 0.269 0.063 -0.699
Si -2.77 0.349 23.799 -0.11 -0.198 0.031
Si -0.034 -3.586 28.136 -0.042 0.057 -0.064
Si 6.271 1.393 30.986 -0.109 -0.057 -0.045
Si 8.625 -2.002 28.39 0 -0.012 0.06
Si -3.656 -0.022 31.493 -0.051 0.044 0.119
Si 3.629 3.575 28.056 0.062 -0.177 0.004
Si 4.678 -2.76 31.519 0.056 0.049 0.122
Si 10.006 4.623 28.118 -0.019 -0.073 0.156
Si 8.824 7.082 29.363 -0.148 -0.073 0.209
Si -1.949 6.926 29.625 0.053 -0.101 -0.099
Si 7.006 3.152 24.796 0.076 0.067 -0.111
Si -2.828 -2.718 27.04 -0.037 -0.026 -0.069
Si 9.878 -0.643 30.685 -0.064 0.149 0.028
Si 9.744 2.738 25.979 -0.125 -0.084 0.075
Si 9.31 0.771 28.098 0.08 -0.022 0.081
Si -0.356 3.096 31.359 -0.142 0.006 0.118
Si 5.793 -1.142 29.143 0.074 0.13 0.054
Si -1.249 -3.64 24.613 -0.128 0.066 -0.024
Si 7.862 2.973 29.047 -0.038 0.034 -0.127
Si 6.909 9.743 24.914 0.003 -0.125 -0.097
Si -1.343 5.656 26.989 -0.003 0.096 0.099
Si 5.247 0.724 24.805 -0.05 -0.173 -0.137
Si 10.388 8.589 31.598 -0.004 -0.03 0.168
Si 1.702 5.237 26.678 -0.021 0.062 0.08
Si 0.589 5.938 30.957 -0.037 0.024 0.045
Si 6.194 4.844 27.107 0.061 -0.032 0.083
Si 8.77 -4.157 24.579 0.013 0.074 -0.075
Si 3.361 -5.454 30.857 0.175 -0.013 0.047
Si 10.98 -5.807 25.837 -0.104 -0.172 -0.174
Si 6.652 -1.972 24.503 0.083 -0.021 -0.039
Si 6.84 7.966 27.374 -0.019 -0.047 -0.129
Si 1.466 8.742 24.506 0.028 0.055 0.033
Si 0.157 9.78 27.242 -0.007 -0.042 -0.016
Si -2.216 10.046 25.771 -0.164 0.015 0.147
Si 0.536 -4.886 30.669 -0.09 0.113 0.19
Si 10.751 -4.102 28.068 0.085 0.007 -0.003
Si -2.481 7.199 24.514 -0.001 -0.114 -0.115
Si 4.248 9.391 28.495 -0.011 0.01 -0.058
Si 3.837 -6.083 25.615 0.053 -0.104 0.053
Si 4.028 -3.369 24.452 0.033 -0.034 0.018
Si -2.095 -6.491 30.708 0.049 -0.042 0.148
Si 3.686 0.465 27.374 -0.025 0.071 -0.005
Si -2.346 1.872 29.433 0.06 0.016 -0.018
Si 7.21 5.483 31.557 -0.001 -0.023 0.059
Si 11.276 2.461 23.537 -0.092 -0.089 -0.109
Si -3.339 4.498 28.773 0.119 0.084 0.083
Si 0.9 -0.798 27.003 0.021 -0.054 0.026
Si 4.526 3.789 30.963 0.059 -0.02 0.128
Si 2.252 5.835 23.888 0.051 0.114 -0.194
Si 11.063 8.175 23.903 -0.036 0.005 0.002
Si -2.052 0.162 26.956 0.003 -0.004 -0.12
Si -4.506 -4.987 30.786 -0.072 0.039 0.038
Si 1.872 7.586 28.601 -0.067 0.059 -0.055
Si 1.254 -1.994 24.382 -0.021 -0.121 -0.07
Si 1.361 14.978 5.464 -0.005 0 0.002
Si 4.092 1.346 5.441 0 -0.007 -0.011
Si 1.354 4.076 5.445 0 0.007 0.001
Si 4.089 6.801 5.432 0.008 -0.007 -0.004
Si 1.394 9.524 5.454 -0.006 -0.003 0.003
Si 4.081 12.214 5.447 0.009 0.001 -0.001
Si 6.806 14.958 5.453 0.003 0.002 0.001
Si 9.495 1.375 5.458 0.003 -0.014 0.006
Si 6.8 4.09 5.415 -0.004 -0.003 -0.003
Si 9.519 6.781 5.42 0.02 0.006 0.002
Si 6.777 9.509 5.445 -0.004 0 0
Si 9.519 12.245 5.45 0.006 -0.002 -0.008
Si 12.25 14.977 5.453 -0.012 0.005 -0.001
Si 14.967 1.376 5.422 0.018 0.004 -0.012
Si 12.231 4.095 5.459 0.003 -0.001 0.001
Si 14.966 6.789 5.464 -0.008 -0.004 -0.007
Si 12.238 9.511 5.463 -0.008 0.007 0.002
Si 14.968 12.246 5.471 -0.006 -0.006 -0.002
Si 2.733 0.002 6.816 0.003 -0.006 0.004
Si 5.445 2.727 6.786 -0.005 -0.007 0.001
Si 2.722 5.442 6.791 -0.003 -0.004 0.002
Si 5.434 8.152 6.812 -0.001 -0.004 0.006
Si 2.735 10.874 6.828 0.01 -0.013 0.006
Si 5.436 13.593 6.797 -0.006 0.011 -0.004
Si 8.152 0.004 6.815 0.001 0.007 0.003
Si 10.879 2.72 6.807 0.01 -0.012 0
Si 8.161 5.434 6.791 -0.002 -0.001 0.001
Si 10.865 8.148 6.798 0.01 0.017 0
Si 8.152 10.874 6.794 0.01 0.003 0.002
Si 10.883 13.609 6.804 -0.003 -0.002 -0.002
Si 13.61 0.021 6.8 -0.008 -0.002 0.002
Si -0.002 2.72 6.806 -0.003 0.011 -0.002
Si 13.592 5.447 6.82 -0.007 0.007 0.003
Si 0.012 8.164 6.8 0.002 -0.003 -0.002
Si 13.604 10.876 6.814 -0.009 -0.007 -0.001
Si 0.004 13.612 6.82 0.005 0.008 -0.001
Si 1.366 1.366 8.163 0.009 0.002 -0.001
Si 4.083 4.082 8.15 0.014 0.014 -0.002
Si 1.362 6.798 8.159 -0.008 -0.005 -0.002
Si 4.083 9.509 8.179 -0.013 0.004 0.012
Si 1.366 12.245 8.169 0.001 0.001 -0.001
Si 4.083 -1.37 8.167 -0.004 -0.003 0
Si 6.79 1.365 8.163 -0.005 -0.02 0.005
Si 9.517 4.08 8.16 0.008 0 0
Si 6.804 6.794 8.157 0.008 0.009 0.005
Si 9.509 9.514 8.156 0.001 -0.01 -0.001
Si 6.798 12.237 8.156 -0.006 0.001 -0.002
Si 9.523 -1.353 8.165 0.012 0.018 0.006
Si 12.244 1.367 8.164 -0.01 0.001 0.003
Si -1.366 4.077 8.166 -0.015 -0.015 0.001
Si 12.233 6.808 8.168 0.005 0.001 0.007
Si -1.35 9.519 8.166 0.005 0.01 0.001
Si 12.237 12.24 8.163 -0.005 -0.008 0.001
Si -1.36 -1.347 8.166 0.005 -0.001 -0.003
Si 0.007 0.007 9.524 0 -0.005 0.002
Si 2.726 2.726 9.518 -0.008 -0.001 0.003
Si -0.001 5.44 9.518 0 0.004 0
Si 2.715 8.154 9.528 0.007 0.002 0.006
Si 0.005 10.882 9.523 0.003 -0.004 -0.002
Si 2.724 13.597 9.53 0.004 0.002 -0.001
Si 5.437 -0.001 9.522 -0.008 0.005 -0.001
Si 8.157 2.721 9.519 0.004 0.003 0.002
Si 5.439 5.438 9.515 -0.001 -0.009 -0.002
Si 8.154 8.158 9.52 0.008 0.003 0.004
Si 5.442 10.879 9.524 0.004 -0.006 0.003
Si 8.156 13.6 9.514 0.003 -0.005 -0.006
Si 10.883 0.007 9.52 0.017 -0.004 -0.001
Si 13.599 2.724 9.529 -0.003 -0.003 0.003
Si 10.875 5.442 9.521 0.001 0.004 0.003
Si 13.602 8.162 9.522 -0.011 0.001 0.002
Si 10.873 10.875 9.515 -0.001 0.003 -0.002
Si 13.6 13.604 9.517 -0.007 0.01 0.003
Si 1.367 -1.356 10.882 0.003 -0.007 0.001
Si 4.079 1.36 10.88 0.007 -0.011 0.003
Si 1.362 4.084 10.876 0.001 0.005 -0.005
Si 4.079 6.794 10.879 -0.002 0.002 -0.002
Si 1.359 9.52 10.886 -0.008 0.005 0.001
Si 4.079 12.232 10.887 -0.003 0.003 -0.001
Si 6.796 -1.363 10.878 0.002 0.009 0
Si 9.521 1.366 10.878 0.009 -0.013 0.001
Si 6.796 4.079 10.877 0.005 0.004 0
Si 9.513 6.8 10.879 0.002 0 -0.001
Si 6.796 9.517 10.882 -0.002 0.001 0.003
Si 9.511 12.236 10.872 0.005 0.001 0.006
Si 12.242 -1.355 10.874 -0.014 0.003 0
Si -1.355 1.365 10.881 -0.005 0.005 0.002
Si 12.239 4.089 10.883 -0.002 -0.005 0.004
Si -1.359 6.8 10.882 -0.004 -0.002 0
Si 12.236 9.519 10.877 0.014 0.002 0.003
Si -1.358 12.243 10.877 0.007 -0.004 -0.002
Si 2.724 0.003 12.246 -0.005 0.001 0.003
Si 5.441 2.717 12.239 -0.006 0 0.001
Si 2.718 5.44 12.24 0.002 -0.004 -0.003
Si 5.433 8.157 12.238 -0.002 0.002 -0.002
Si 2.722 10.871 12.251 0.002 -0.004 0.005
Si 5.434 -2.723 12.242 -0.001 -0.01 0
Si 8.16 0.001 12.229 0.002 0.003 0.004
Si 10.876 2.732 12.239 0.008 0.011 0.003
Si 8.147 5.445 12.237 0.005 -0.006 -0.003
Si 10.876 8.156 12.236 -0.006 -0.003 -0.004
Si 8.152 10.879 12.24 0.003 -0.001 -0.004
Si 10.874 -2.717 12.22 0.017 0.003 -0.005
Si 13.604 0.003 12.233 0.001 -0.013 0
Si 0.006 2.727 12.239 0.003 -0.003 0
Si 13.602 5.443 12.247 -0.002 0.008 0.002
Si -0.002 8.161 12.243 0.004 0.001 -0.001
Si 13.601 10.878 12.231 -0.015 0.007 0.003
Si 0.012 -2.723 12.234 0.001 0.012 -0.001
Si 1.368 1.371 13.599 -0.007 0.007 0
Si 4.079 4.078 13.593 -0.002 0.008 -0.009
Si 1.364 6.805 13.601 0.002 0.003 -0.006
Si 4.076 9.502 13.611 0.005 -0.008 -0.001
Si 1.365 12.238 13.606 0.001 0.002 -0.003
Si 4.081 -1.362 13.607 -0.004 0.007 0.004
Si 6.806 1.357 13.595 0.016 -0.016 -0.002
Si 9.507 4.091 13.595 -0.009 0.015 -0.002
Si 6.783 6.798 13.601 -0.004 0.004 -0.005
Si 9.509 9.512 13.591 0.014 0.002 0.002
Si 6.783 12.229 13.602 0.001 0.013 0.005
Si 9.517 -1.362 13.582 0 -0.004 -0.001
Si 12.248 1.374 13.586 -0.004 -0.006 -0.002
Si -1.346 4.088 13.604 0.003 -0.009 -0.004
Si 12.235 6.802 13.603 0.007 -0.006 -0.001
Si -1.364 9.52 13.601 -0.006 0.003 -0.002
Si 12.233 12.243 13.57 -0.002 0.003 -0.002
Si -1.346 -1.358 13.581 0.001 -0.009 0
Si 0.009 0.003 14.944 0.01 -0.007 -0.001
Si 2.729 2.73 14.962 0.001 -0.011 -0.007
Si 0.014 5.452 14.965 0.003 0.003 0
Si 2.725 8.139 14.984 0.001 0.005 0.002
Si 0.007 10.871 14.96 0.006 0.007 0.004
Si 2.724 -2.725 14.974 0.001 -0.001 0.009
Si 5.454 -0.006 14.958 0.001 0.007 0
Si 8.149 2.733 14.955 0.007 0.005 -0.003
Si 5.42 5.44 14.961 -0.003 -0.006 -0.002
Si 8.141 8.159 14.954 -0.004 -0.006 -0.001
Si 5.43 10.86 14.97 -0.004 -0.005 -0.01
Si 8.15 -2.721 14.939 0.007 -0.002 0.004
Si 10.874 0.016 14.923 0.013 -0.007 0.005
Si 13.616 2.722 14.955 -0.003 0.019 0.006
Si 10.862 5.448 14.958 -0.001 -0.008 0
Si 13.589 8.166 14.962 -0.002 -0.009 0.006
Si 10.871 10.886 14.926 0.008 0.01 -0.008
Si 13.612 -2.729 14.916 -0.012 0 -0.01
O 2.686 10.907 22.059 -0.086 0.02 0.415
O 9.657 6.154 28.356 0.358 0.38 -0.199
O 10.281 -4.519 25.095 0.133 0.328 0.122
O 4.718 0.967 23.288 0.285 0.067 0.079
O 2.835 -2.3 24.364 0.244 0.304 -0.182
O -0.713 -2.525 33.149 0.151 -0.017 -0.135
O 3.288 -6.404 32.156 -0.108 -0.029 -0.13
O 7.154 9.442 23.341 0.519 -0.098 0.112
O 4.749 -0.511 28.1 -0.019 -0.142 -0.149
O -2.833 5.283 21.977 -0.05 0.035 0.442
O -3.558 -0.945 23.175 -0.144 -0.037 0.397
O 8.428 2.434 25.094 -0.081 -0.268 -0.058
O 8.886 -4.276 22.961 -0.463 -0.149 -0.116
O 9.32 3.665 29.239 0.332 0.023 0.453
O -2.178 8.703 24.927 0.021 0.068 -0.026
O -2.418 1.456 27.863 -0.052 0.259 -0.125
O 0.794 -1.667 22.876 -0.382 -0.225 -0.013
O 1.163 6.447 32.381 0.386 -0.21 -0.138
O 10.262 -2.512 33.237 -0.152 -0.096 -0.127
O 0.101 5.16 26.507 -0.137 -0.208 -0.157
O 0.88 9.426 23.16 -0.579 0.171 0.175
O 9.135 -7.346 32.533 -0.353 -0.321 -0.259
O 7.005 -1.93 28.39 -0.165 -0.172 -0.342
O 10.044 1.588 22.979 -0.063 -0.091 0.678
O -4.28 -3.337 27.412 0.048 0.015 -0.201
O -2.418 -6.564 32.297 -0.391 0.063 0.001
O 7.829 6.15 30.231 -0.366 0.052 -0.163
O -4.944 7.555 32.347 -0.073 -0.169 -0.471
O 9.099 -0.476 32.11 -0.329 0.217 -0.356
O -2.602 -0.893 32.337 0.212 0.092 -0.407
O 5.057 -2.239 30.057 -0.336 -0.069 -0.21
O 8.043 8.127 28.43 0.283 0.455 0.097
O 3.55 -6.267 27.193 -0.527 0.102 0.134
O 0.798 -2.311 27.586 0.438 -0.133 0.094
O -2.39 -2.837 25.463 -0.094 0.445 -0.396
O 3.618 6.265 23.133 0.268 -0.254 0.33
O -1.56 3.716 32.274 -0.152 -0.029 -0.426
O 6.833 4.492 25.671 0.325 0.582 -0.082
O 6.572 -1.962 22.886 -0.12 -0.301 0.069
O 0.768 -4.431 32.198 0.129 -0.069 -0.204
O 7.939 1.648 28.107 -0.485 -0.187 -0.08
O -3.064 -5.331 30.138 0.327 0.391 -0.405
O 11.658 9.278 22.895 -0.003 0.144 0.242
O -4.337 -4.1 32.127 0.304 0.196 -0.095
O 10.949 -4.227 29.664 -0.188 0.156 0.075
O 5.373 10.1 25.192 0.005 -0.094 -0.023
O 9.853 7.874 30.281 0.22 -0.087 -0.301
O 6.566 0.999 32.523 0.239 -0.273 -0.17
O 3.014 9.158 24.739 0.415 -0.244 -0.01
O 4.917 8.292 33.248 -0.14 -0.012 -0.311
O 5.878 4.657 31.19 -0.085 0.106 -0.288
O 2.501 5.082 25.283 0.448 -0.46 0.079
O -0.903 2.308 30.05 0.341 -0.338 -0.109
O 1.465 4.775 22.972 -0.035 -0.015 0.345
O 1.924 -5.51 30.146 -0.086 -0.359 -0.504
O 4.861 2.19 30.903 -0.253 -0.436 -0.058
O 10.228 2.906 33.137 0.056 0.019 -0.293
O 1.455 6.578 29.777 0.146 -0.081 0.043
O 2.137 3.997 27.61 -0.308 -0.447 0.289
O 2.685 -0.066 22.104 -0.216 0.028 0.132
O -1.471 -3.452 23.033 0.007 0.595 -0.034
O 4.993 2.845 33.578 0.183 -0.075 0.036
O -4.879 -0.946 30.978 0.056 -0.535 -0.013
O 5.318 8.074 22.231 0.075 -0.099 0.502
O 3.838 4.117 29.558 -0.006 0.283 0.084
O 0.8 8.777 28.339 -0.254 0.096 0.282
O 9.156 -1.863 29.917 -0.142 -0.331 0.173
O 10.553 9.07 25.183 -0.365 -0.29 0.386
O -2.389 0.314 25.37 0.146 0.126 0.01
O 0.48 2.032 32.241 0.131 -0.174 -0.224
O -1.622 -3.452 27.836 -0.073 -0.394 0.175
O 3.834 1.977 27.938 0.054 -0.04 0.256
O 5.975 -3.358 32.276 0.372 0.237 -0.367
O 7.572 -5.277 33.151 -0.097 0.091 -0.339
O 4.004 0.407 25.787 -0.159 -0.013 -0.282
O -0.562 -6.057 30.52 0.224 -0.365 -0.387
O 1.062 -0.764 25.395 -0.182 0.575 -0.406
O -1.509 6.965 23.233 0.429 0.189 0.404
O -4.082 7.108 24.242 -0.229 -0.571 0.113
O 9.422 4.141 26.702 -0.406 0.296 -0.297
O 3.301 8.199 29.02 0.1 -0.238 0.452
O 2.074 6.698 27.268 0.09 0.142 -0.179
O 6.338 0.053 30.094 0.168 0.041 -0.076
O 0.591 4.322 30.893 0.332 -0.258 -0.191
O 3.474 4.213 32.136 -0.457 0.211 -0.293
O -2.153 4.432 27.667 0.073 -0.553 -0.269
O 7.392 2.445 30.485 0.404 0.212 0.345
O 8.321 4.565 32.301 -0.013 -0.109 -0.322
O 1.377 7.151 24.236 -0.393 -0.034 0.162
O 5.873 2.122 25.276 -0.071 0.293 0.415
O -2.882 0.596 30.24 -0.005 -0.251 -0.312
O 2.178 -0.054 27.651 -0.179 0.201 0.258
O 11.445 3.787 22.662 -0.119 0.344 0.329
O 6.405 -0.424 24.943 0.229 0.357 0.241
O 0.003 2.712 22.196 -0.028 0.094 0.178
O -2.143 6.178 25.701 -0.362 -0.197 -0.061
O 7.819 -5.286 25.23 -0.096 0.027 0.345
O -2.777 10.861 22.079 -0.038 -0.069 0.415
O 8.173 -0.007 22.112 -0.048 0.179 0.238
O -3.692 1.623 23.49 0.107 0.351 0.012
O 4.648 4.4 27.111 -0.314 0.275 -0.293
O 6.367 6.428 27.311 0.06 -0.004 -0.147
O -2.879 -1.149 27.437 -0.54 -0.009 0.453
O 8.287 5.446 22.268 0.109 -0.158 0.257
O 7.274 8.513 25.907 0.309 -0.253 -0.154
O 3.388 -4.577 25.291 -0.607 0.287 0.108
O 10.222 1.594 27.046 0.593 -0.254 -0.062
O 10.909 -2.667 22.279 -0.02 0.036 0.258
O 0.138 -3.626 29.748 -0.023 0.477 0.226
O -1.429 0.631 22.946 0.497 -0.272 0.148
O -0.482 -0.033 27.288 -0.042 0.38 0.379
O 9.892 7.335 23.165 -0.246 -0.065 0.523
O -1.251 6.805 28.149 0.407 0.615 -0.246
O -3.725 -5.724 25.826 0.135 0.396 0.142
O -5.189 -6.379 31.2 0.021 -0.093 -0.063
O 4.477 -3.812 22.973 0.407 0.039 -0.041
O 9.345 -3.315 27.789 -0.125 -0.044 -0.24
O -3.279 3.171 29.68 -0.458 -0.085 0.255
O -1.324 -5.189 24.996 0.285 -0.189 -0.057
O 8.061 -2.706 24.929 0.394 0.358 0.492
O 11.016 2.921 25.037 0.528 0.133 0.244
O 0.271 -3.17 24.912 0.214 -0.396 0.425
O 4.019 -1.543 32.352 0.296 0.018 -0.453
O 5.662 8.859 27.991 0.197 0.126 -0.005
O 6.872 4.028 28.34 -0.083 0.166 0.29
O 6.834 6.69 32.542 0.137 0.315 -0.182
O 2.165 0.196 33.108 0.086 0.108 -0.535
O 0.542 -4.986 27.53 0.595 -0.034 -0.001
O -3.195 5.881 29.615 -0.557 0.12 0.516
O 10.588 -5.583 27.401 -0.119 -0.377 0.294
O -0.931 6.46 30.787 -0.346 -0.014 0.426
O 0.656 9.24 25.797 -0.309 0.12 -0.154
O 3.618 -3.953 31.375 -0.391 0.001 0.182
O -4.261 1.181 32.38 0.097 0.196 -0.281
O -4.738 4.47 28.022 0.143 -0.062 -0.211
O 9.119 -0.719 27.525 0.185 -0.039 -0.524
O -3.299 5.61 33.08 -0.177 0.043 -0.361
O 5.389 -2.799 25.113 0.071 -0.284 0.51
O 4.445 -5.904 29.738 0.334 0.354 -0.041
O 9.825 0.631 29.648 0.029 0.284 0.17
O 6.804 3.512 23.23 -0.391 -0.349 0.035
O -2.407 8.431 29.957 -0.503 0.053 -0.011
O -1.482 9.751 27.197 -0.425 0.083 0.634
O -0.516 8.299 33.254 -0.058 0.194 -0.294

Results
total energy: -101656.177 eV
total energy less fixed offsets of O -438.35, Si -107.03 eV per atom: -2.977 eV
